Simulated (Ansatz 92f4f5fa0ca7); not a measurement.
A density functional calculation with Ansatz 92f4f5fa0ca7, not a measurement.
Periodic cell of 189 atoms, Si117O72, from a study of silicon, its oxide and their interface. The atomic structure is a simulated model.

Settings: functional PBE; potential files Ansatz PAW; basis plane waves; wave-function cutoff 700 eV; density cutoff ratio 5; exchange-correlation grid ratio 2; k mesh 2 x 2 x 1, shifted by 0.5 0.5 0.5 of a step; self-consistency stop 5e-08 eV per atom in the density residual; occupations Fermi-Dirac, 0.05 eV; spin none; net charge 0.

Cell vectors (angstrom)
a	11.6747	0.0006	0.1108
b	0.0606	11.618	0.0509
c	-4.4724	2.4031	24.6816

Atoms and the computed forces on them: element, x, y, z (angstrom), force x, y, z (eV/angstrom)
Si	-0.5623	-0.4639	0.3729	-0.0291	-1.4385	0.5432
Si	-0.3801	3.8097	0.2472	0.3135	0.9171	0.0342
Si	-0.6949	7.9047	0.3585	0.4375	0.0546	-0.8781
Si	3.4573	-1.2706	0.3482	0.4398	0.2182	-0.7632
Si	3.1434	4.1476	0.2155	0.017	0.6751	-0.0626
Si	3.2555	7.1907	0.7792	0.0037	0.5813	0.3144
Si	7.3163	0.0442	0.1575	0.2284	-1.3837	0.7434
Si	7.1203	3.2062	0.1951	0.1639	-0.2468	-0.4536
Si	7.0836	7.408	0.592	0.0913	-0.4519	0.4143
Si	1.5271	-0.3236	1.4949	-0.222	0.0213	0.1759
Si	1.3839	3.6604	1.7769	0.0944	0.0674	-0.2916
Si	1.2124	7.3869	1.8576	-0.2111	0.1937	-0.7004
Si	5.3678	-0.5162	1.5707	-0.0337	0.2611	-0.4551
Si	5.1774	3.5317	1.5267	-0.1951	0.5395	-0.4623
Si	5.2577	7.2807	2.0309	-0.2988	0.4664	-0.4716
Si	9.13	-0.1376	1.7184	0.0751	-0.4917	-0.2436
Si	9.1801	3.5739	1.5263	-0.3148	0.2372	-0.2012
Si	9.1211	7.5928	1.8012	-0.6039	0.0233	-0.1215
Si	1.4674	1.6243	2.9699	0.1563	-0.3635	-0.2831
Si	1.2768	5.51	3.1932	0.1759	-0.1248	0.2467
Si	1.3931	9.4213	3.0344	0.0974	0.1345	0.4324
Si	5.1759	1.5899	2.8662	0.6131	-0.6334	0.0422
Si	5.2759	5.3102	3.1801	0.3258	-0.3009	-0.2303
Si	5.3506	9.3446	3.1529	-0.1138	-0.1047	0.4951
Si	9.2093	1.7507	3.0717	-0.0667	-0.0701	-0.4881
Si	9.0912	5.5458	2.9899	0.7124	-0.2452	-0.0613
Si	9.1458	9.4871	3.1431	0.1868	0.4729	-0.0496
Si	-0.5435	1.6272	4.2765	0.1389	0.0393	0.0446
Si	-0.6852	5.5587	4.4304	-0.3327	-0.4593	-0.1065
Si	-0.5757	9.4598	4.3716	0.021	0.0653	-0.0872
Si	3.3776	1.6449	4.3624	-0.3483	-0.6881	0.0885
Si	3.3304	5.4411	4.4456	-0.5662	0.1766	0.4069
Si	3.3406	9.4034	4.4695	0.0473	-0.0523	-0.5999
Si	7.2181	1.6258	4.3067	-0.5462	0.1072	0.0499
Si	7.2606	5.4842	4.4429	-0.3307	-0.5774	0.4266
Si	7.2581	9.3997	4.5165	-0.082	-0.1676	0.0733
Si	-0.6512	-0.2525	5.705	0.4977	-0.2651	0.02
Si	-0.626	3.521	5.6595	0.3109	0.2563	0.1518
Si	-0.6282	7.5278	5.7333	0.1431	0.1483	0.0487
Si	3.3202	-0.3109	5.7818	-0.1281	0.4972	0.0103
Si	3.3161	3.4833	5.7816	-0.2592	0.2051	-0.1732
Si	3.3314	7.4435	5.7608	-0.1564	0.0454	0.0737
Si	7.1781	-0.2777	5.7822	0.2426	-0.0165	-0.0083
Si	7.2253	3.4873	5.772	-0.3037	0.2306	-0.0906
Si	7.2387	7.4276	5.8127	-0.2246	0.4683	0.1646
Si	1.3143	-0.2694	7.0909	-0.1626	-0.1917	-0.1538
Si	1.3297	3.4838	7.0412	-0.5628	0.258	-0.0204
Si	1.3333	7.5269	7.0764	0.2439	0.3927	-0.2756
Si	5.2629	-0.29	7.1626	-0.1157	0.0726	-0.4306
Si	5.218	3.4647	7.1059	0.9172	0.3008	0.1034
Si	5.2352	7.4886	7.1528	0.4266	0.3505	-0.1794
Si	9.1265	-0.2832	7.1876	-0.3025	-0.3148	0.092
Si	9.1461	3.522	7.1442	-0.0216	0.1957	0.4091
Si	9.1456	7.4884	7.2288	-0.2153	0.8043	-0.2766
Si	1.1905	1.6038	8.4891	0.5746	-0.0179	-0.1267
Si	1.3821	5.5414	8.2169	0.0495	-0.4378	0.0449
Si	1.3591	9.4448	8.5813	0.081	0.0442	-0.3475
Si	5.2914	1.5726	8.5499	0.033	0.1273	0.3336
Si	5.3366	5.4921	8.3239	0.0213	-0.428	0.1995
Si	5.2224	9.4601	8.5879	0.1749	-0.6041	0.4556
Si	9.1314	1.6056	8.548	-0.1855	0.094	-0.1142
Si	9.1724	5.5853	8.4514	0.781	-0.973	-0.2227
Si	9.1793	9.4086	8.7159	0.0351	0.1714	0.1314
Si	-0.7233	1.6137	9.8812	-0.3412	-0.0707	0.1113
Si	-0.4752	5.6728	9.5995	-0.2568	0.4344	-0.1024
Si	-0.4737	9.5111	10.0576	-0.4469	0.0087	0.0295
Si	3.2206	1.5567	9.7073	-0.0688	-0.1046	0.147
Si	3.3232	5.4901	9.5039	-0.0125	0.6752	-0.3083
Si	3.2498	9.4515	10.0166	0.329	0.0981	-0.0279
Si	7.2907	1.5308	10.0107	-0.1491	-0.2535	-0.0054
Si	7.2819	5.4087	9.7111	-0.7401	0.6471	-0.1022
Si	7.1432	9.4151	10.0563	-0.3294	0.2128	-0.4241
Si	-0.8331	-0.182	11.5232	0.2183	-0.4664	0.337
Si	-0.5926	3.7591	10.8106	0.4893	-0.0303	0.782
Si	-0.3776	7.4496	11.2717	0.6705	-0.393	-0.1634
Si	3.142	-0.152	11.3809	-0.2836	0.5072	0.1453
Si	3.3231	3.62	10.7854	0.1797	-0.5045	0.1551
Si	3.328	7.2852	11.0082	0.0366	-0.4727	-0.3331
Si	7.0518	-0.3627	11.6052	0.0881	0.0123	0.3012
Si	7.3416	3.594	11.1317	-0.3	-0.0702	0.7827
Si	7.2016	7.3234	11.1039	0.3026	-0.3483	0.1419
Si	1.1335	0.5656	12.729	0.3083	0.9496	-0.3686
Si	1.4441	3.706	12.0774	-1.0166	-0.6266	0.5685
Si	1.6758	6.7105	12.5811	0.2209	0.4722	0.5956
Si	5.0219	0.5349	12.71	-0.1147	0.4558	-0.483
Si	5.1971	3.692	12.1423	0.4808	-0.4833	0.6491
Si	5.2341	6.8033	12.2766	-0.0811	-0.2853	0.1246
Si	8.8487	-1.26	13.1801	-0.029	0.0732	-0.3201
Si	9.3069	4.2164	12.3811	0.5014	-0.3077	1.2069
Si	9.2211	7.2846	12.3498	-0.7411	-0.0843	0.0923
Si	3.0676	1.4462	21.8002	1.1475	0.5568	0.1025
Si	0.625	10.6215	18.1937	0.5377	0.5333	-0.0194
Si	0.3	12.2521	15.6649	-0.5553	0.8321	2.3394
Si	3.8257	7.7778	14.6633	-1.9236	1.3202	-0.8665
Si	4.9047	5.4362	16.4249	1.1315	-3.6475	1.5238
Si	6.9553	3.2658	16.3076	2.2678	-0.7586	1.103
Si	-2.006	2.8096	14.961	-0.1784	-0.1562	4.0305
Si	6.0026	12.2151	17.4653	0.1008	0.542	0.7251
Si	5.2484	5.1656	19.3152	-0.0461	-0.218	-0.3975
Si	2.8411	4.1884	18.1317	0.4409	-0.0123	0.5575
Si	-1.5345	12.5937	22.2846	-0.0732	-0.4352	-0.9927
Si	-2.882	7.7145	17.7298	-2.3865	-0.4501	0.074
Si	3.2851	7.7231	23.2058	-1.1305	-1.4083	-0.466
Si	-0.1651	8.0573	19.1741	1.1638	-1.3196	-0.8262
Si	-3.0829	5.3275	22.6273	-0.1952	-1.4449	-0.1151
Si	7.6673	-1.3796	15.971	-0.5466	-1.9523	3.4193
Si	-0.5018	10.3237	20.8485	0.8918	-0.9227	-1.3685
Si	0.1386	5.0442	19.1136	-0.7866	-1.4298	-0.9125
Si	7.6106	2.4571	22.498	-0.1762	0.2401	-2.6451
Si	1.6556	1.5346	17.9922	0.9626	0.8607	0.458
Si	-5.4044	8.3528	22.9521	1.0044	1.5666	-0.5173
Si	5.7143	13.8169	20.0883	-0.9786	-1.2371	0.5268
Si	-4.3552	6.9932	20.4825	0.1113	1.4221	-0.4435
Si	0.3835	14.1047	20.4772	0.4208	0.6077	1.9021
Si	-2.3734	4.7821	17.177	-0.7868	0.0041	-0.3286
Si	4.7949	-1.1349	15.4069	-0.4167	-1.3875	0.1252
Si	2.31	10.3638	22.3283	-0.0272	-0.5362	-0.4998
O	-1.6013	11.0277	21.7307	-0.8272	0.5645	1.1981
O	-0.5807	-2.1148	0.0815	-0.0092	1.1643	0.3905
O	-3.0545	3.7258	22.2098	0.1135	0.9304	0.3137
O	-4.4409	5.3913	23.5594	-0.1978	-0.1126	-0.041
O	7.3709	5.8692	-0.0018	-0.0135	0.2916	0.5352
O	-0.1472	5.3907	-0.3852	-0.3282	-0.9824	0.3655
O	0.9206	10.648	21.5531	0.1105	-0.4865	0.4319
O	0.3997	6.5373	19.5127	-0.0831	3.2261	0.2569
O	3.2693	5.8258	-0.1834	0.0616	-0.9566	0.2164
O	4.3934	6.682	15.6683	-0.4353	1.1553	-0.674
O	6.6689	8.2873	-0.7368	0.0492	-0.0858	-0.4923
O	8.2591	8.8971	16.8995	-0.259	1.6343	-1.1691
O	7.072	1.59	-0.1471	-0.2343	1.2239	-0.0734
O	5.8199	15.2338	19.3362	0.0606	0.5961	0.062
O	7.0755	3.7832	-1.4072	0.7177	1.2396	0.6531
O	-3.8676	7.6113	19.0788	0.7616	-0.0554	-0.7567
O	3.7164	9.2449	15.4127	0.7014	0.6121	-0.2229
O	9.0496	8.6709	13.2875	0.045	0.8205	0.0427
O	-0.9952	7.5463	-1.2858	0.0102	-0.9357	0.4411
O	1.3413	2.2665	12.972	-0.1058	-0.6106	-0.5357
O	1.5207	5.1026	13.0103	-0.0971	0.0436	-0.3003
O	6.9578	13.7152	21.0942	0.8024	0.3231	1.3808
O	0.8817	0.0545	14.2839	0.7179	-0.6005	-1.1133
O	5.1657	5.2233	12.9064	-0.042	-0.1538	-0.3881
O	5.0656	2.2011	13.034	0.2282	0.3164	-0.7011
O	5.5617	5.8382	17.8742	0.1731	0.4415	-0.9518
O	0.0131	10.9757	16.713	0.0332	0.3781	-0.4594
O	1.3019	4.655	18.0333	-0.2718	0.0027	-0.0064
O	9.1849	5.7736	13.0948	0.0747	-0.7987	-0.402
O	-1.8229	3.1219	13.475	0.0091	1.6965	-4.4716
O	7.9378	3.8549	17.5626	0.2539	0.1406	-0.7852
O	-1.3994	7.9916	18.1567	1.322	0.2154	0.0836
O	8.0684	2.5877	15.2815	-0.9574	0.0381	0.1891
O	0.3152	15.752	20.506	-0.0207	-0.5335	0.1509
O	4.8612	7.5797	22.9724	0.2136	-0.333	-0.0282
O	2.3011	7.4462	13.9685	0.8002	-0.0122	0.4999
O	-3.2157	6.147	21.2348	0.7265	-0.493	0.3829
O	5.9595	2.0945	16.7759	-0.0761	-0.3019	-0.4171
O	-1.3523	4.8704	18.4268	0.4991	-0.1167	0.5855
O	8.6257	-0.883	14.8209	1.4465	0.4632	-2.2607
O	-2.9344	6.3222	16.8853	0.3792	-0.8594	-0.0767
O	4.2688	2.1379	20.9468	0.2715	0.0651	-0.1219
O	6.0821	4.4384	15.6869	-1.8224	2.1575	-0.2893
O	2.716	8.7487	22.0859	-0.3569	1.3534	-0.017
O	5.9759	6.1295	20.3981	-0.9281	-0.961	0.1091
O	5.7828	12.5345	19.0466	-0.0129	0.1306	0.4708
O	-0.9848	13.4772	21.0413	-0.3615	0.008	-0.0604
O	4.7546	11.334	16.8541	0.0965	-0.0518	-0.2247
O	3.325	11.4554	21.6643	-0.087	-0.6968	0.2311
O	-0.5703	13.1115	23.4738	0.0132	0.1756	1.3547
O	2.9154	2.5493	18.2976	-0.2783	-0.1902	0.26
O	0.4103	2.0463	18.9126	0.0877	-0.4472	-1.549
O	4.662	-0.1086	14.1595	-0.0599	-0.3241	0.4977
O	-0.6447	0.2286	-1.1094	-0.7639	0.4112	0.4746
O	3.62	5.0348	19.3628	-0.8496	-0.4629	-0.1713
O	3.2138	1.7205	23.4245	-0.1553	0.0735	-0.2758
O	1.3499	13.2608	16.4903	-0.8738	-0.3755	-1.6534
O	-0.475	11.0199	19.3523	0.1037	-0.3205	-0.0943
O	7.4067	11.409	17.1609	-0.0702	-0.1292	-0.5846
O	-1.1409	1.4725	15.3301	0.2604	-0.2483	0.019
O	-0.671	8.691	20.5433	-0.2637	1.5472	1.8924
O	-3.0645	12.8199	22.7399	0.3655	-0.6307	0.2992
O	-4.681	8.2545	21.4711	-0.549	0.0566	1.2202
O	1.6436	1.9882	21.2926	-0.9805	0.3715	-0.4455
O	6.2643	-1.8836	15.3313	-0.7458	0.3398	-0.3221
O	4.9333	7.8926	13.4881	0.5493	-0.0881	-0.2284
O	1.9342	-0.0287	18.3321	-0.7075	-1.0806	0.2146
O	3.259	8.7218	0.0911	0.1252	-0.1468	0.1681
O	-1.5531	4.098	15.923	-0.3489	-0.2769	-0.247
O	3.5747	4.4836	16.7295	0.9704	0.7263	-0.715
O	0.9628	9.0321	18.4233	-0.1501	-0.2956	0.2211
O	-1.7615	5.7937	23.4659	0.3432	0.1404	0.354

Results
free energy: -115330.965 eV
free energy less fixed offsets of O -569.03, Si -635.61 eV per atom: 5.565 eV
pressure: 0.06 GPa
stress xx, yy, zz, yz, xz, xy (GPa, positive in tension): -0.16, 0.97, -0.99, 0.82, 0.74, 0.36

The program warned: the cutoff lies below the one the program advises for these potential files.
